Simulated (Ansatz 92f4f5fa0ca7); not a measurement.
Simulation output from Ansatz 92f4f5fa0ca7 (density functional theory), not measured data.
Periodic cell of 209 atoms, Si128O81, from a study of silicon, its oxide and their interface. The atomic structure is a simulated model.

Settings: functional r2SCAN; potential files Ansatz PAW; basis plane waves; wave-function cutoff 800 eV; density cutoff ratio 5; exchange-correlation grid ratio 1; k mesh 1 x 1 x 1, shifted by 0.5 0.5 0 of a step; self-consistency stop 1e-10 eV per atom in the density residual; occupations fixed; spin none; net charge 0.

Cell vectors (angstrom)
a  10.88  0  0
b  0  10.88  0
c  -4.3201  2.2582  30.3994

Atoms: element, x, y, z (angstrom)
Si  5.52  3.2392  16.9404
Si  5.7188  4.6365  21.443
Si  7.9613  3.188  -5.524
Si  0.0201  3.7771  -6.2535
Si  5.5221  4.6295  -4.5876
Si  8.383  -3.5675  -1.5018
Si  2.9474  5.0613  16.9702
Si  6.3248  4.8579  -1.696
Si  1.3208  2.0048  -4.3034
Si  4.9683  4.5737  1.1395
Si  3.1561  0.0225  -6.8913
Si  8.6113  -2.3713  1.3594
Si  2.2587  -2.8097  1.7568
Si  3.1379  2.9544  1.5164
Si  11.672  6.1327  1.5277
Si  -0.1955  -0.1012  1.6696
Si  4.168  1.3071  2.8059
Si  6.7445  3.8103  2.5015
Si  3.9115  -3.9471  2.8973
Si  6.8931  -1.3736  2.6878
Si  9.2982  1.3839  2.7195
Si  12.3844  4.1943  2.7234
Si  9.6685  6.8254  2.6365
Si  1.2114  -1.2891  3.0748
Si  2.7519  0.0294  4.1741
Si  5.4988  2.663  4.1577
Si  2.7234  -5.4198  4.2762
Si  5.4881  -2.6933  4.0601
Si  8.1221  -0.0157  4.1782
Si  10.8278  2.7998  3.9292
Si  8.1581  5.3611  3.8148
Si  10.7995  -2.774  4.2864
Si  4.117  -1.3631  5.4843
Si  6.8049  1.3345  5.558
Si  4.1257  -6.8263  5.4848
Si  6.8363  -4.1541  5.2997
Si  9.463  -1.3634  5.5394
Si  1.306  1.4307  5.3689
Si  9.4926  4.1076  5.3563
Si  12.2187  6.7951  5.6034
Si  5.423  -0.0118  6.8895
Si  8.1982  2.7382  6.8156
Si  5.4917  -5.4377  6.763
Si  8.1041  -2.7857  6.7688
Si  0.0068  0.0336  6.7729
Si  2.6834  2.7273  6.7696
Si  10.8194  5.4092  6.8462
Si  2.7472  -2.7033  6.874
Si  4.0138  1.3794  8.1602
Si  6.8097  4.1042  8.1571
Si  4.1331  -4.1086  8.1653
Si  6.7947  -1.4324  8.168
Si  9.556  1.3578  8.1718
Si  1.355  4.0538  8.1646
Si  9.4691  -4.0721  8.1651
Si  1.3451  -1.3079  8.1643
Si  2.6784  0.0425  9.5451
Si  5.3975  2.752  9.476
Si  2.7439  -5.4716  9.4967
Si  5.4628  -2.7602  9.5597
Si  8.19  -0.0636  9.4781
Si  10.92  2.6901  9.5496
Si  8.1256  5.4755  9.5421
Si  10.844  -2.6938  9.4849
Si  4.0602  -1.3606  10.7937
Si  6.7677  1.3192  10.7106
Si  4.0765  4.0761  10.9358
Si  6.8007  -4.0833  10.9957
Si  9.5179  -1.3827  10.9392
Si  1.3643  1.3643  10.9981
Si  9.5305  4.1009  10.7888
Si  1.3602  -4.0697  10.7577
Si  5.4102  0.0131  12.0991
Si  8.1311  2.6888  11.9909
Si  5.4111  5.4358  12.3437
Si  8.1637  -2.7102  12.3803
Si  0.001  -0.044  12.3314
Si  2.7365  2.7432  12.3708
Si  10.8892  5.478  12.1152
Si  2.6998  -2.7164  12.1008
Si  4.1464  1.2926  13.6275
Si  6.8475  3.9398  13.4839
Si  3.9875  -3.9893  13.5881
Si  6.7119  -1.2492  13.5817
Si  -1.4528  1.4215  13.4598
Si  1.3279  4.2127  13.5934
Si  8.6676  4.8347  14.6436
Si  1.4313  -1.4522  13.6116
Si  3.1722  -0.456  14.8764
Si  5.9347  2.227  14.8471
Si  2.2534  -4.908  14.9037
Si  4.9085  -2.1924  14.805
Si  7.6891  0.5396  14.7666
Si  -0.4816  3.1667  14.6694
Si  9.6102  -4.1359  13.6437
Si  0.2663  -4.4958  -7.6761
Si  0.4754  -4.6971  -1.5976
Si  6.595  -2.9436  17.2617
Si  0.5228  -3.2131  14.9213
Si  0.1924  -2.1106  16.9793
Si  2.7577  -4.3328  19.8021
Si  5.6167  -3.6267  20.129
Si  7.9687  5.0662  16.8135
Si  4.9013  -2.0862  -7.9123
Si  8.489  -0.3947  16.7409
Si  0.0845  3.1991  -1.9054
Si  4.7488  0.8912  18.977
Si  9.9587  4.3235  19.0645
Si  4.2286  1.8276  -4.501
Si  7.7506  0.3052  19.4717
Si  8.0255  2.3015  -1.1143
Si  7.4191  -2.1885  -4.0903
Si  3.5605  -0.9605  -0.5587
Si  6.9966  0.8866  -3.5694
Si  3.3305  1.3855  21.7994
Si  9.4191  -2.1999  -6.4277
Si  7.5089  1.9295  1.2031
Si  1.1258  -0.9636  -5.0659
Si  10.8375  -3.6973  19.642
Si  2.5036  -0.1093  17.138
Si  8.0653  2.9112  21.0969
Si  9.3004  -1.6516  21.1864
Si  5.72  0.1849  1.3945
Si  4.7734  -3.4518  -5.0227
Si  3.4389  4.4179  21.9103
Si  1.9351  1.6204  -0.007
Si  0.8832  2.6381  17.4312
Si  2.5454  -2.626  -2.9563
O  5.3516  4.8476  -0.4124
O  9.5129  3.6033  -5.4412
O  5.0485  2.2508  18.1462
O  9.7336  -1.2328  0.9352
O  8.3154  0.6456  17.994
O  4.5608  -4.8254  1.6672
O  10.7532  2.6006  16.177
O  4.9034  -5.0154  -5.4002
O  7.6191  -1.7305  17.042
O  6.3445  -2.9301  21.3689
O  10.5078  -3.0399  18.1953
O  10.63  -1.5638  -5.5938
O  4.0222  -3.4367  20.252
O  10.7901  -5.3091  19.6499
O  7.0809  4.4263  -4.9672
O  6.4844  3.2532  21.1033
O  9.5505  2.8648  -1.1928
O  7.2197  -0.5932  -4.1521
O  7.5117  2.8572  -7.0351
O  2.3621  -1.1593  -6.0939
O  1.9945  3.7847  17.2499
O  0.7848  -5.098  -0.066
O  10.0366  -3.399  -7.2939
O  3.5363  -1.781  -1.9624
O  9.8022  -3.1262  20.7486
O  0.6842  0.7784  0.6187
O  4.2377  -0.6176  -7.8878
O  6.1401  0.1734  19.3928
O  7.3171  -4.3442  16.9638
O  1.2526  3.1694  -5.4095
O  2.1047  0.3439  21.9905
O  8.0323  -2.9355  -0.0512
O  0.1894  2.2714  -3.1989
O  3.9362  0.9623  -5.8317
O  7.4456  -4.8703  -1.6434
O  3.4346  -3.2632  -4.1369
O  1.6295  1.2113  17.5549
O  5.9289  -5.2224  20.1835
O  2.8022  0.4656  -0.7623
O  0.2752  4.7522  -2.3395
O  5.387  1.1793  -3.5586
O  4.4555  4.4684  16.8065
O  6.9356  3.9239  17.3544
O  2.8076  -1.9866  0.4438
O  3.845  -0.1057  18.0733
O  2.8338  2.914  21.9755
O  1.5981  -1.4282  17.4739
O  1.4892  -3.3634  20.0277
O  3.9491  1.231  20.33
O  5.3055  -2.7345  16.3154
O  9.291  4.9071  17.7259
O  0.02  3.0378  18.7521
O  5.4028  4.9818  -3.006
O  7.6801  1.0209  -2.0815
O  2.6473  5.2435  20.7654
O  5.0304  -0.5547  0.0561
O  10.6246  -0.78  21.498
O  4.7024  3.2972  -4.9544
O  0.8944  0.6167  -4.9625
O  1.3117  2.7674  -0.9525
O  8.3087  -2.6847  -5.3483
O  1.7681  -3.9271  -7.9094
O  8.4402  -1.0701  19.9518
O  10.7826  3.028  -7.666
O  6.0111  -2.9649  -4.1069
O  7.0718  3.4407  -1.7421
O  8.2059  1.402  20.5642
O  6.1313  -2.947  18.7913
O  8.7606  -1.1448  -7.4496
O  1.6806  -3.7921  -2.2009
O  8.1023  -2.5121  -2.6704
O  4.8279  -2.6435  -6.4008
O  7.7274  1.9102  -4.5704
O  2.8878  -4.8128  18.2545
O  0.3338  5.3361  -6.4571
O  8.8374  3.9258  20.135
O  1.4859  -1.6025  -3.6257
O  10.0426  -0.8779  16.6731
O  9.9538  -3.9094  -1.6104
O  2.0951  0.823  -7.8028
O  2.8239  1.9341  -3.686

Results
free energy: -128076.040 eV
free energy less fixed offsets of O -570.45, Si -639.56 eV per atom: -5.910 eV

Forces (eV/angstrom), in the order of the atoms: element, x, y, z
Si  -0.0164  -0.0087  0.137
Si  0.0111  0.0108  0.1651
Si  -0.0247  0.0016  0.2719
Si  0.0145  -0.0226  0.2588
Si  -0.0161  0.0078  0.2051
Si  0.0163  -0.0147  0.2121
Si  -0.0053  0.0089  0.1549
Si  0.0123  -0.0276  0.2283
Si  -0.0284  -0.0013  0.2287
Si  -0.014  -0.0069  0.0942
Si  0.0274  -0.0081  0.2564
Si  0.0183  0.0185  0.0934
Si  -0.0202  -0.0234  0.0512
Si  0.0039  0.0003  -0.0015
Si  0.0001  0.014  0.073
Si  -0.0098  -0.0103  0.0485
Si  0.0001  -0.0056  -0.0045
Si  -0.0018  0.0096  -0.0084
Si  -0.0045  0.0117  0.0187
Si  -0.0002  -0.0008  -0.0032
Si  0.0083  -0.0021  -0.0054
Si  -0.0077  0.0047  -0.002
Si  -0.0018  -0.0033  -0.0092
Si  -0.0005  0.002  -0.0059
Si  -0.0008  -0.0003  0.0003
Si  0  -0.0022  -0.0002
Si  0.0042  0.002  -0.0021
Si  -0.0023  -0.003  0.0001
Si  -0.0047  0.0011  -0.0017
Si  0.0005  0.0014  0.0016
Si  0.002  0  0.0014
Si  0.0029  -0.0009  -0.0004
Si  0.0015  0  -0.0007
Si  0.001  -0.001  0.0011
Si  -0.001  0.0026  0.0003
Si  -0.0009  0.0007  0.0007
Si  -0.0001  -0.0013  -0.0002
Si  0.0005  -0.0003  -0.0003
Si  0.0003  0  -0.0001
Si  -0.0015  -0.0034  0.0005
Si  0.0005  0  -0.0012
Si  0.0003  -0.0004  -0.0016
Si  0.0002  0.0008  -0.001
Si  -0.0022  -0.0012  -0.001
Si  -0.0005  0.0002  -0.0008
Si  -0.0012  -0.0012  -0.0005
Si  -0.0009  -0.0024  -0.0002
Si  -0.0005  -0.0008  -0.0005
Si  -0.0005  0.0005  -0.0009
Si  -0.0005  -0.0001  -0.0012
Si  0.001  -0.0012  -0.0017
Si  0.0011  -0.0019  -0.0014
Si  0.0002  -0.0017  -0.0011
Si  0.0003  -0.0006  -0.0008
Si  -0.0012  -0.0004  -0.0001
Si  -0.0002  -0.0003  -0.001
Si  -0.0003  -0.0012  -0.0012
Si  -0.0004  -0.0015  -0.0014
Si  -0.0001  -0.0005  -0.001
Si  -0.0005  -0.0004  -0.0009
Si  -0.0009  -0.0006  -0.0009
Si  0.0005  -0.0003  -0.0008
Si  0.0003  -0.0003  -0.0014
Si  0.0002  -0.0007  -0.001
Si  -0.0004  0  0.002
Si  -0.0012  0.0009  0.0008
Si  0.0001  0.0004  -0.0003
Si  -0.0003  -0.0005  0.0009
Si  0.0002  -0.0013  0
Si  0  -0.0008  0.0005
Si  -0.0007  -0.0003  0.0014
Si  -0.0019  0.0002  0.001
Si  -0.0008  -0.0008  -0.0015
Si  0.0012  0.0018  -0.0002
Si  0.0001  -0.0001  0.0005
Si  -0.0002  -0.0007  0.0029
Si  0.002  -0.0011  0.0011
Si  -0.0007  -0.0005  0.0025
Si  -0.002  -0.0022  -0.0013
Si  0.0009  0.0014  -0.0015
Si  0.0053  -0.0049  -0.005
Si  0.0028  -0.0062  -0.0057
Si  -0.0063  -0.0016  -0.0058
Si  0.0011  0.0049  -0.0047
Si  -0.0074  -0.0025  -0.0052
Si  0.0013  0.006  -0.0057
Si  -0.0031  0.0035  0.0035
Si  0.0032  -0.0056  -0.0055
Si  -0.0045  0.0006  0.0084
Si  0.0006  0.0049  0.0038
Si  0.0035  -0.0084  0.0031
Si  0.0116  -0.0129  0.0501
Si  0.0018  -0.0041  0.003
Si  0.0116  -0.014  0.0508
Si  0.006  -0.0037  -0.003
Si  -0.029  0.0153  0.2334
Si  -0.0106  -0.0272  0.2008
Si  0.0032  -0.0028  0.1755
Si  -0.0027  0.0041  0.0011
Si  -0.0246  -0.0111  0.1392
Si  0.0195  -0.0213  0.214
Si  0.0182  -0.0327  0.2181
Si  0.0149  0.0135  0.1301
Si  -0.0067  0.0157  0.2384
Si  -0.0081  -0.0018  0.144
Si  0.006  0.0232  0.2151
Si  0.0028  -0.0026  0.2275
Si  -0.0275  -0.0052  0.1992
Si  0.0252  0.0252  0.1956
Si  0.0176  -0.0072  0.2119
Si  -0.0086  0.0171  0.203
Si  -0.0023  0.0223  0.2313
Si  0.0094  0.0254  0.1994
Si  0.024  -0.01  0.2281
Si  -0.0191  -0.0151  0.2447
Si  -0.0059  -0.0023  0.2531
Si  -0.0067  -0.0085  0.0076
Si  0.0131  0.0082  0.2181
Si  -0.0055  0.0027  0.1974
Si  0.0184  0.0137  0.1305
Si  -0.0108  0.0086  0.2341
Si  0.0169  0.0448  0.211
Si  0.0225  0.019  0.0476
Si  -0.0159  -0.0381  0.2408
Si  0.0033  -0.0077  0.1985
Si  0.0046  -0.0129  0.1439
Si  -0.0014  0.0135  0.1519
Si  0.0121  -0.0122  0.2431
O  0.0432  0.0234  -0.1365
O  0.0279  0.0052  -0.0975
O  0.0189  0.0516  -0.1237
O  -0.0097  -0.0124  -0.0387
O  0.0188  -0.0142  -0.1514
O  0.0169  -0.0336  -0.0459
O  -0.0297  0.0104  -0.0987
O  -0.0074  0.0201  -0.08
O  0.0085  0.0173  -0.0655
O  -0.0371  -0.04  -0.1491
O  0.0121  0.0437  -0.1476
O  -0.0494  -0.0278  -0.1017
O  -0.0185  -0.0019  -0.0726
O  -0.009  -0.0164  -0.0661
O  0.043  -0.0268  -0.0901
O  0.0182  -0.0166  -0.0705
O  0.0419  0.0132  -0.085
O  0.0005  -0.0181  -0.0751
O  0.0098  -0.0444  -0.2076
O  0.0407  0.0194  -0.1187
O  0.013  0.0187  -0.0573
O  -0.0127  0.0023  -0.1612
O  0.0367  -0.0448  -0.0984
O  -0.0303  -0.0531  -0.1452
O  0.0338  -0.0441  -0.102
O  0.0344  0.0303  -0.0639
O  0.0199  -0.0177  -0.0902
O  -0.0177  0.0083  -0.0765
O  0.013  -0.0277  -0.0619
O  -0.0349  0.0484  -0.1287
O  0.0328  0.0139  -0.079
O  -0.0038  -0.0375  -0.1469
O  0.0431  -0.042  -0.1568
O  -0.0325  -0.0589  -0.1442
O  -0.0074  0.0028  -0.0629
O  0.0547  -0.0166  -0.1246
O  0.0066  -0.0146  -0.054
O  0.006  0.0465  -0.0975
O  0.0048  -0.0293  -0.0763
O  -0.0031  -0.0109  -0.0697
O  -0.0323  0.0154  -0.0834
O  0.0011  -0.0051  -0.0551
O  -0.0015  -0.0073  -0.0696
O  0.0297  0.0367  -0.0964
O  -0.0536  -0.0223  -0.1113
O  0.0105  -0.0007  -0.0714
O  0.0019  -0.0023  -0.0647
O  -0.0152  0.0008  -0.0676
O  0.0557  -0.0209  -0.184
O  -0.0364  0.0214  -0.0936
O  -0.0477  0.0188  -0.1215
O  0.0336  -0.0215  -0.0898
O  -0.0246  -0.0048  -0.1662
O  -0.0398  -0.0427  -0.1736
O  -0.0324  0.0672  -0.1266
O  -0.0412  -0.0285  -0.0855
O  -0.0489  -0.0506  -0.1034
O  -0.0042  -0.0098  -0.0657
O  0.0027  -0.0322  -0.0836
O  -0.0572  0.029  -0.1178
O  0.0627  0.0006  -0.1483
O  0.0372  0.0008  -0.1069
O  -0.0318  0.0341  -0.1068
O  -0.0399  -0.0539  -0.1696
O  -0.0245  -0.0077  -0.086
O  -0.0232  0.0309  -0.0921
O  -0.0119  -0.0508  -0.1069
O  0.0318  0.0252  -0.1564
O  -0.0456  0.0417  -0.1362
O  0.0376  0.0427  -0.0932
O  -0.0299  0.0355  -0.1444
O  0.0038  0.0545  -0.1906
O  0.0254  0.0626  -0.1369
O  0.0003  -0.0497  -0.1686
O  0.0023  0.0469  -0.1123
O  0.0571  0.0384  -0.1275
O  -0.0379  0.0478  -0.1351
O  0.005  -0.0023  -0.0546
O  -0.0075  0.0049  -0.0633
O  -0.0538  0.0194  -0.1619
O  0.0082  -0.0069  -0.0841

The program warned: the cutoff lies below the one the program advises for these potential files; the forces do not sum to zero within the program's tolerance; empty levels may hold ghost states of the PAW files; the exchange-correlation potential is rough where the density is thin.
